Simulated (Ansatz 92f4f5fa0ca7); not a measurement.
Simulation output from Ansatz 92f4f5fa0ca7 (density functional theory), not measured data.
Periodic cell of 226 atoms, Si133O92P1, from a study of silicon, its oxide and their interface. The atomic structure is a simulated model.
Doubt: the cutoff is far below the 930 eV that the study's wrapper takes by default for these files, so forces and energies are approximate.
This geometry differs little from another in the collection (a relaxation step or a small displacement).

Settings
functional: PBE
potential files: Ansatz PAW
basis: plane waves
wave-function cutoff: 580 eV
density cutoff ratio: 5
exchange-correlation grid ratio: 1
k mesh: 1 x 1 x 1, Gamma-centred
self-consistency stop: 5e-08 eV per atom in the density residual
occupations: fixed
spin: none
net charge: +1 e, with a uniform compensating background and no finite-size correction

Cell vectors (angstrom)
a	10.938	0	0
b	0	10.938	0
c	0	0	31.9494

Atoms: element, x, y, z (angstrom)
Si	10.6195	0.0041	24.4181
Si	5.0555	0.1557	24.6345
Si	2.8118	2.3176	24.5587
Si	8.566	2.4346	24.5603
Si	10.7305	5.5804	24.3924
Si	5.1657	5.6358	24.4493
Si	3.0047	7.9712	24.3952
Si	8.4404	7.8117	24.3959
Si	1.2845	1.1395	25.8301
Si	6.8019	1.337	25.7291
Si	3.975	4.0431	25.7168
Si	9.6855	4.0118	25.8493
Si	1.3639	6.7988	25.6505
Si	6.8178	6.7254	25.74
Si	3.9989	9.491	25.9396
Si	9.4804	9.4338	25.7904
Si	2.6368	-0.1207	27.2933
Si	8.139	-0.0623	27.1359
Si	0.0861	2.6628	27.2142
Si	5.4474	2.7376	27.0998
Si	2.6671	5.429	27.1162
Si	8.1994	5.3839	27.1339
Si	0.0256	8.1607	27.119
Si	5.5184	8.1608	27.1695
Si	4.0916	1.3493	28.4891
Si	9.5408	1.3203	28.494
Si	1.3973	4.0771	28.5788
Si	6.8086	4.0724	28.5212
Si	4.0865	6.786	28.4741
Si	9.5714	6.7934	28.4698
Si	1.2843	9.4822	28.6411
Si	6.8267	9.5478	28.5695
Si	-0.0499	-0.0179	29.9288
Si	5.449	-0.0025	29.8961
Si	2.7739	2.7252	29.9063
Si	8.1821	2.7095	29.873
Si	-0.0215	5.4479	29.8934
Si	5.4541	5.4557	29.8867
Si	2.7381	8.1538	29.9066
Si	8.2244	8.1809	29.879
Si	1.3656	1.3771	31.2519
Si	6.824	1.3724	31.2635
Si	4.1155	4.0911	31.2797
Si	9.5455	4.0864	31.2555
Si	1.36	6.8142	31.2718
Si	6.83	6.8462	31.2464
Si	4.0894	9.5646	31.2644
Si	9.5463	9.5501	31.2893
Si	2.7332	0.0168	0.68
Si	8.1964	0.0175	0.6753
Si	0.0062	2.7524	0.6841
Si	5.4823	2.7514	0.7107
Si	2.7385	5.4652	0.6827
Si	8.2025	5.4924	0.6728
Si	0.0112	8.2127	0.7059
Si	5.4793	8.2264	0.6926
Si	4.0992	1.3841	2.0713
Si	9.5968	1.3571	2.0382
Si	1.3558	4.1458	2.0616
Si	6.8435	4.1547	2.0566
Si	4.0919	6.8515	2.0416
Si	9.5764	6.8427	2.072
Si	1.3719	9.6182	2.0648
Si	6.8385	9.6313	2.0545
Si	0.0224	0.035	3.4825
Si	5.4757	0.0357	3.4658
Si	2.7009	2.7699	3.4047
Si	8.26	2.7814	3.331
Si	0.0242	5.5154	3.4918
Si	5.4637	5.5305	3.4352
Si	2.7291	8.2373	3.3954
Si	8.2395	8.2954	3.3837
Si	1.3656	1.4525	4.8461
Si	6.9058	1.4755	4.7293
Si	4.0519	4.1522	4.7611
Si	9.5939	4.0758	4.7883
Si	1.3595	6.9713	4.8452
Si	6.8357	6.9877	4.7349
Si	4.0866	9.5689	4.7931
Si	9.6165	9.5743	4.8433
Si	2.757	0.0385	6.1373
Si	8.2945	0.1215	6.0938
Si	0.0143	2.7955	6.3106
Si	5.5093	2.8389	6.0728
Si	2.7523	5.5941	6.142
Si	8.251	5.5967	5.9654
Si	0.0457	8.3042	6.3744
Si	5.4962	8.3018	6.2252
Si	4.4227	1.1799	7.3273
Si	9.8088	1.1475	7.6283
Si	1.179	4.4971	7.5036
Si	6.6385	4.5402	7.2519
Si	4.3234	6.7041	7.542
Si	9.7297	6.6092	7.5078
Si	1.2795	9.9394	7.6977
Si	6.7205	9.964	7.4072
O	9.6047	1.2626	23.9531
O	4.1333	6.8358	23.9207
O	3.9772	1.2714	23.9816
O	9.579	6.6775	23.852
O	-0.028	5.5364	8.0181
O	5.5721	0.1251	7.9108
O	0.0687	0.0841	8.1492
O	5.5317	5.6094	7.8869
O	7.5873	3.9427	8.4412
O	8.735	7.0406	8.7768
O	2.1789	9.4552	9.0375
O	8.8943	1.6699	8.9349
O	7.6161	9.4625	8.7044
O	3.604	1.808	8.6038
O	3.5829	7.2195	8.9496
O	2.0657	4.0013	8.8165
O	8.1511	3.4879	23.3453
O	0.554	4.8724	22.8053
O	1.8046	2.6819	23.1398
O	5.8289	4.9115	23.1153
O	5.5353	10.0293	23.478
O	2.4516	8.6994	23.0069
O	0.1942	10.0862	23.07
O	7.7927	8.5695	23.0656
Si	8.6536	7.6912	18.4347
Si	8.782	6.3639	13.6361
Si	3.7927	1.5429	14.7408
Si	2.1392	5.7576	17.6319
Si	2.4272	3.1101	19.4513
Si	9.8124	9.0366	12.0883
Si	1.3327	9.4262	22.0736
Si	9.1683	0.9725	13.205
Si	1.4245	5.0599	13.0288
Si	1.7946	8.2595	12.8216
Si	6.6659	9.562	22.4222
Si	4.5264	4.6046	15.7094
Si	8.2072	3.0106	9.5942
Si	0.8321	8.2395	19.2613
Si	6.9744	1.3594	21.1076
Si	8.2285	8.3116	9.6801
Si	10.8894	5.2102	15.6051
Si	7.5663	9.5013	16.3217
Si	9.9384	2.055	20.2639
Si	3.2159	8.511	9.9171
Si	6.6875	3.3607	17.4134
Si	1.1747	0.1917	19.7904
Si	3.2313	2.8151	12.3057
Si	7.2126	5.3967	19.6901
Si	5.7476	8.6693	11.5489
Si	5.7831	6.0739	13.2042
Si	4.6358	9.7046	17.632
P	1.0448	3.5748	22.1346
Si	4.924	1.4784	18.8062
Si	3.1934	3.0713	9.5244
Si	6.448	10.823	13.7946
Si	10.3445	0.1184	15.9789
Si	5.6609	3.6478	11.1666
Si	9.8398	3.9035	11.9098
Si	2.3421	9.9306	15.5519
Si	6.0786	8.1255	19.8038
Si	6.9359	3.9772	22.3788
Si	9.7508	2.7829	17.3554
O	7.1923	6.3773	13.9812
O	1.8839	7.0544	18.6891
O	10.2898	4.0374	16.521
O	6.1664	9.9668	17.0627
O	10.138	0.7166	14.4832
O	8.4396	6.1092	18.8531
O	5.1662	0.6856	14.4392
O	5.7011	2.0717	17.5136
O	8.3838	1.9837	20.6128
O	1.9948	4.3092	18.4378
O	6.9672	2.7945	10.6593
O	4.8673	2.7022	12.2337
O	6.0297	4.4082	16.3514
O	4.563	3.9047	9.9488
O	10.767	2.7977	21.5283
O	9.7222	6.1652	14.9725
O	6.0061	6.4896	19.8516
O	4.0933	0.1684	18.309
O	9.2588	10.5595	12.2865
O	2.8547	4.361	12.7096
O	1.9213	10.7067	21.1949
O	4.0002	2.705	19.4162
O	0.7278	10.0497	15.9695
O	1.2661	9.7965	18.8218
O	1.7029	1.6558	19.2478
O	8.9378	10.392	16.5131
O	4.8735	8.5768	18.7934
O	9.5717	8.7599	10.4964
O	6.7336	4.0848	18.8685
O	2.8329	1.725	13.4206
O	5.8339	8.7887	21.26
O	2.5382	2.4419	10.8852
O	7.6216	4.8503	21.1733
O	5.208	7.479	12.5592
O	0.4297	9.0703	12.5113
O	7.5758	1.0635	13.5829
O	7.1081	9.6402	14.7518
O	8.9774	5.0379	12.7005
O	8.0885	8.0351	16.9081
O	6.2151	2.5736	21.9058
O	2.4571	9.074	14.1185
O	0.4231	4.4949	11.8704
O	0.8081	8.3237	20.9296
O	9.3851	3.8286	10.3551
O	9.6546	2.3932	12.5446
O	7.623	8.5596	19.3894
O	2.5519	8.1751	11.374
O	3.9799	3.0628	15.3835
O	0.8415	4.4948	14.4446
O	10.0627	3.0156	18.9536
O	9.1396	7.8116	12.9558
O	10.5256	0.5451	20.0861
O	6.0264	5.0366	11.9448
O	8.1481	2.751	17.0302
O	3.5325	5.4717	16.7438
O	4.6676	9.1306	10.3903
O	1.5342	6.6802	13.1902
O	4.7534	5.4999	14.3512
O	2.0257	3.8145	20.9327
O	10.5443	1.4103	16.9663
O	0.9421	6.068	16.5678
O	7.3716	10.9512	21.9238
O	5.993	0.9332	19.8965
O	6.0661	10.0285	12.4118
O	2.8474	0.5536	15.6195
O	7.0548	8.0125	10.7877
O	10.2417	8.0051	18.6829
O	3.4412	9.2056	16.5903

Results
free energy: -137630.390 eV
free energy less fixed offsets of O -568.88, P -755.39, Si -635.61 eV per atom: -1.910 eV

Forces (eV/angstrom), in the order of the atoms: element, x, y, z
Si	0.0208	0.0214	-0.2401
Si	0.0173	0.0097	-0.06
Si	-0.0557	-0.1896	-0.6288
Si	-0.009	-0.0386	-0.1907
Si	-0.2278	0.0526	-0.8089
Si	0.0147	0.0061	-0.2395
Si	0.0265	0.0257	-0.1849
Si	-0.0099	0.0309	-0.1211
Si	-0.0971	-0.0731	0.1315
Si	0.0371	-0.0055	0.0112
Si	0.0652	0.0631	0.0718
Si	-0.0304	-0.1111	0.1216
Si	0.1802	0.1262	0.1704
Si	0.012	0.0402	0.0725
Si	0.017	-0.004	0.0759
Si	0.0337	0.0173	0.0018
Si	-0.0116	-0.0029	-0.0066
Si	-0.0888	-0.042	-0.0237
Si	0.0636	0.0281	0.05
Si	0.0127	-0.017	-0.0372
Si	-0.0647	-0.0815	-0.0283
Si	0.0021	0.0243	-0.0379
Si	-0.1026	-0.0256	-0.0334
Si	0.0188	0.0036	-0.0351
Si	-0.0535	-0.0794	0.0681
Si	-0.0024	0.0304	0.0582
Si	-0.1134	0.013	-0.0807
Si	-0.0139	-0.0132	-0.0343
Si	0.0405	0.1112	0.0856
Si	-0.0336	-0.0048	0.0926
Si	0.131	0.087	-0.2011
Si	-0.0176	0.0024	-0.0801
Si	-0.0453	0.0712	0.0379
Si	0.0038	0.0197	0.0088
Si	0.0231	-0.0897	-0.0047
Si	0.0406	-0.0477	-0.0124
Si	0.0429	0.0039	-0.004
Si	0.0132	0.0302	-0.0103
Si	0.0709	-0.0939	0.0217
Si	0.02	-0.0472	-0.0135
Si	0.0104	-0.0086	0.0024
Si	-0.037	-0.0012	-0.0072
Si	0.0156	0.0145	0.0234
Si	-0.0178	0.0034	0.001
Si	-0.0437	0.0146	0.0171
Si	-0.0006	0.0049	0.0031
Si	-0.0143	0.0126	-0.0023
Si	0.0061	-0.024	0.0293
Si	0.0316	0.0174	-0.0011
Si	0.0058	0.0075	-0.0144
Si	-0.0094	-0.0063	-0.0247
Si	0.0236	-0.0239	0.0272
Si	0.0007	-0.0026	-0.0154
Si	-0.0016	-0.0034	-0.0137
Si	0.0274	-0.0091	0.0227
Si	0.0104	-0.0052	-0.0139
Si	-0.0066	0.0081	0.0013
Si	0.0822	-0.0298	-0.0254
Si	-0.0615	0.027	0.0053
Si	-0.0715	0.0495	-0.0379
Si	0.0136	0.0439	-0.0257
Si	0.0313	0.0202	0.0018
Si	-0.0711	0.0091	-0.0166
Si	-0.0968	0.0153	-0.0014
Si	-0.0147	-0.0062	-0.0808
Si	0.0202	0.0297	-0.063
Si	0.1	-0.0208	0.0307
Si	-0.0804	-0.0244	0.1724
Si	-0.0436	-0.0171	-0.0998
Si	0.0503	-0.0474	-0.014
Si	0.0486	-0.0033	0.0494
Si	-0.0267	-0.1356	0.0673
Si	0.0411	0.0242	0.045
Si	0.0553	0.059	-0.0302
Si	-0.0069	-0.015	-0.0164
Si	0.0085	-0.0093	0.0011
Si	0.0568	0.0368	0.0313
Si	0.0352	0.0628	-0.0309
Si	-0.0049	-0.0308	0.0073
Si	0.0133	0.0241	0.0405
Si	-0.0364	-0.0197	-0.0248
Si	-0.0086	0.0118	-0.0302
Si	-0.021	-0.0082	-0.011
Si	0.0067	0.0052	-0.0401
Si	-0.0146	-0.0112	-0.0315
Si	0.0027	0.0075	-0.0363
Si	-0.0149	-0.0137	-0.0156
Si	0.0004	-0.0092	-0.0257
Si	0.0113	-0.004	0.1303
Si	-0.0002	-0.0053	0.0936
Si	0.0059	0.0256	0.1315
Si	-0.0101	-0.0171	0.0977
Si	-0.0003	0	0.1336
Si	-0.0037	-0.0094	0.1096
Si	0.0129	0.0282	0.1474
Si	-0.0025	-0.0034	0.1278
O	-0.0361	-0.0388	0.1062
O	-0.0277	-0.0472	0.0737
O	-0.0383	0.0491	0.1609
O	0.1196	-0.1168	0.1643
O	0.0086	0.013	-0.0578
O	-0.0105	0.0069	-0.0667
O	0.009	0.0013	-0.0601
O	-0.0136	0.0193	-0.0555
O	-0.0391	0.0553	-0.1228
O	0.0358	-0.034	-0.1182
O	-0.0548	0.0351	-0.1237
O	0.0364	-0.0308	-0.0961
O	-0.033	0.0475	-0.1112
O	0.0273	-0.0343	-0.1
O	0.0198	-0.0267	-0.0994
O	-0.0508	0.0371	-0.112
O	0.0718	0.0043	0.1156
O	-0.2851	0.3542	0.6486
O	0.2597	0.0272	0.3926
O	-0.0348	0.0207	0.0905
O	-0.0693	0.0328	0.0825
O	0.0349	-0.0481	0.1108
O	-0.0392	0.0386	0.1357
O	0.0479	-0.0537	0.0785
Si	-0.0113	0.0338	-0.1648
Si	-0.0152	0.0056	-0.0871
Si	-0.004	-0.0167	-0.1013
Si	0.0184	-0.004	-0.2021
Si	0.0377	-0.0181	-0.3098
Si	0.0085	0.007	-0.0008
Si	0.0018	0.0107	-0.169
Si	-0.0102	0.0089	-0.0825
Si	0.0067	0.0085	-0.0654
Si	-0.0261	-0.0129	-0.054
Si	-0.0016	-0.0162	-0.1664
Si	0.0072	-0.003	-0.1686
Si	-0.0009	0.0087	0.1181
Si	0.0081	-0.0466	-0.1821
Si	-0.0162	-0.0231	-0.1591
Si	-0.0011	0.0118	0.1138
Si	-0.0276	0.0184	-0.1903
Si	0.0186	0.0454	-0.1572
Si	0.0318	0.0101	-0.201
Si	0.0377	0.0086	0.0944
Si	0.0057	0.0201	-0.1951
Si	-0.0094	-0.0372	-0.1481
Si	0.0089	0.0059	-0.0278
Si	0.0016	-0.0078	-0.1802
Si	-0.0028	-0.0011	0.0022
Si	0.0208	0.0173	-0.0763
Si	-0.0084	-0.0251	-0.1866
P	-0.0194	-0.4704	-0.3545
Si	-0.0374	-0.0149	-0.185
Si	0.0344	0.017	0.1026
Si	0.0015	0.0183	-0.1032
Si	0.009	-0.0222	-0.1607
Si	0.0089	0.0054	0.019
Si	0.0046	-0.001	0.0048
Si	-0.0182	0.01	-0.1546
Si	-0.0108	-0.0137	-0.1969
Si	0.0277	0.0161	-0.1412
Si	0.0002	-0.0031	-0.2123
O	0.0034	0	0.0296
O	-0.0257	0.0508	0.0808
O	-0.0223	-0.0541	0.0922
O	-0.0417	-0.0105	0.0693
O	0.0241	-0.0173	0.0934
O	-0.0178	-0.0158	0.0535
O	-0.0148	0.0111	0.0414
O	-0.0349	-0.0287	0.0933
O	-0.0119	0.0048	0.0756
O	0.0206	-0.092	0.1289
O	0.0185	0.0029	-0.0384
O	-0.0068	-0.0021	0.0056
O	0.046	-0.031	0.0836
O	-0.0183	-0.0021	-0.038
O	0.1361	0.1861	0.3208
O	0.0376	-0.02	0.0732
O	-0.0098	-0.0118	0.0501
O	0.0068	0.0575	0.0824
O	-0.0012	0.0079	0.0157
O	-0.002	0.0027	0.0141
O	-0.0018	-0.0483	0.1053
O	-0.0299	0.0091	0.0723
O	-0.0096	0.0011	0.0478
O	-0.0065	0.0311	0.0735
O	-0.0062	0.0546	0.0903
O	-0.0144	-0.0174	0.0489
O	0.0354	-0.0402	0.0965
O	-0.0137	-0.0069	-0.036
O	0.0122	0.0446	0.1112
O	0.0066	-0.0093	0.0386
O	0.0166	0.0426	0.1313
O	0.0019	0.0035	-0.0355
O	-0.0084	-0.0444	0.128
O	0.0006	-0.0072	0.0181
O	0.0115	-0.0003	0.0102
O	-0.0089	-0.0061	0.0288
O	0.0185	-0.031	0.0916
O	-0.0031	0.0119	0.0248
O	0.0181	-0.0424	0.102
O	-0.0108	0.029	0.0481
O	0.0136	0.0314	0.0764
O	0.0085	0.0032	0.0098
O	0.0186	0.0442	0.1418
O	-0.0121	-0.0047	-0.0407
O	-0.0017	-0.0107	0.0136
O	-0.0252	-0.0003	0.0824
O	0.0011	0.0054	-0.0205
O	0.0087	0.0391	0.0659
O	-0.024	0.0026	0.0831
O	0.0208	-0.051	0.1983
O	-0.0046	-0.0114	0.02
O	-0.0111	0.0159	0.0563
O	-0.002	0.0102	0.0179
O	0.0073	-0.0019	0.0663
O	-0.0594	0.0276	0.085
O	-0.0145	-0.0017	-0.0268
O	0.0043	-0.0009	0.0171
O	-0.028	-0.0356	0.0866
O	-0.1373	0.1748	0.4964
O	-0.0177	0.045	0.0827
O	0.0603	0.0044	0.114
O	-0.012	-0.0488	0.0663
O	0.0576	-0.0021	0.123
O	0.0072	0.0169	0.0314
O	-0.0063	-0.0243	0.0434
O	0.015	0.0036	-0.0337
O	0.0302	0.0029	0.0624
O	0.0539	-0.0036	0.0904

The program warned: the cutoff lies below the one the program advises for these potential files; the exchange-correlation potential is rough where the density is thin.
